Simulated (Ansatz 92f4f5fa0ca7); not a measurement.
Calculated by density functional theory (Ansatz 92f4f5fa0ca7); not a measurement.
Periodic cell of 212 atoms, Si132O80, from a study of silicon, its oxide and their interface. The atomic structure is a simulated model.
Doubt: the cutoff is far below the 930 eV that the study's wrapper takes by default for these files, so forces and energies are approximate.
This geometry differs little from another in the collection (a relaxation step or a small displacement).

Settings: functional PBE; potential files Ansatz PAW; basis plane waves; wave-function cutoff 580 eV; density cutoff ratio 5; exchange-correlation grid ratio 1; k mesh 1 x 1 x 1, Gamma-centred; self-consistency stop 5e-08 eV per atom in the density residual; occupations fixed; spin none; net charge 0.

Cell vectors (angstrom)
a, 10.938, 0, 0
b, 0, 10.938, 0
c, 0, 0, 31.155

Atoms: element, x, y, z (angstrom)
Si, -0.4934, 0.3074, 23.7857
Si, 6.146, -0.433, 23.5716
Si, 2.2424, 3.253, 23.8577
Si, 8.8078, 2.168, 23.893
Si, 0.4337, 4.8624, 23.9823
Si, 5.091, 6.0028, 23.6271
Si, 3.3146, 7.7252, 23.7511
Si, 7.9047, 8.7486, 23.7541
Si, 1.3708, 1.3134, 24.9069
Si, 6.9089, 1.3071, 24.9917
Si, 4.146, 4.1778, 24.9093
Si, 9.5969, 3.9825, 25.1683
Si, 1.4454, 6.8008, 24.9546
Si, 6.8752, 6.9046, 24.902
Si, 4.2782, 9.5714, 24.8661
Si, 9.5387, 9.6196, 25.197
Si, 2.7974, -0.0415, 26.2632
Si, 8.1738, 0.0237, 26.4918
Si, 0.0756, 2.6368, 26.4402
Si, 5.4831, 2.7335, 26.2854
Si, 2.7685, 5.4535, 26.3864
Si, 8.1871, 5.4796, 26.3309
Si, 0.045, 8.1655, 26.3449
Si, 5.5183, 8.2032, 26.367
Si, 4.1018, 1.3673, 27.7368
Si, 9.5708, 1.3673, 27.7368
Si, 1.3673, 4.1018, 27.7368
Si, 6.8362, 4.1018, 27.7368
Si, 4.1018, 6.8362, 27.7368
Si, 9.5708, 6.8362, 27.7368
Si, 1.3673, 9.5708, 27.7368
Si, 6.8362, 9.5708, 27.7368
Si, 0, 0, 29.104
Si, 5.469, 0, 29.104
Si, 2.7345, 2.7345, 29.104
Si, 8.2035, 2.7345, 29.104
Si, 0, 5.469, 29.104
Si, 5.469, 5.469, 29.104
Si, 2.7345, 8.2035, 29.104
Si, 8.2035, 8.2035, 29.104
Si, 1.3673, 1.3673, 30.4713
Si, 6.8362, 1.3673, 30.4713
Si, 4.1018, 4.1018, 30.4713
Si, 9.5708, 4.1018, 30.4713
Si, 1.3673, 6.8362, 30.4713
Si, 6.8362, 6.8362, 30.4713
Si, 4.1018, 9.5708, 30.4713
Si, 9.5708, 9.5708, 30.4713
Si, 2.7345, 0, 0.6835
Si, 8.2035, 0, 0.6835
Si, 0, 2.7345, 0.6835
Si, 5.469, 2.7345, 0.6835
Si, 2.7345, 5.469, 0.6835
Si, 8.2035, 5.469, 0.6835
Si, 0, 8.2035, 0.6835
Si, 5.469, 8.2035, 0.6835
Si, 4.1018, 1.3673, 2.0507
Si, 9.5708, 1.3673, 2.0507
Si, 1.3673, 4.1018, 2.0507
Si, 6.8362, 4.1018, 2.0507
Si, 4.1018, 6.8362, 2.0507
Si, 9.5708, 6.8362, 2.0507
Si, 1.3673, 9.5708, 2.0507
Si, 6.8362, 9.5708, 2.0507
Si, 0, 0, 3.418
Si, 5.469, 0, 3.418
Si, 2.7345, 2.7345, 3.418
Si, 8.2035, 2.7345, 3.418
Si, 0, 5.469, 3.418
Si, 5.469, 5.469, 3.418
Si, 2.7345, 8.2035, 3.418
Si, 8.2035, 8.2035, 3.418
Si, 1.3903, 1.353, 4.7386
Si, 6.8145, 1.4021, 4.8499
Si, 4.0708, 4.1248, 4.7515
Si, 9.5665, 4.1313, 4.8697
Si, 1.3524, 6.8207, 4.8329
Si, 6.8387, 6.833, 4.752
Si, 4.063, 9.5863, 4.8384
Si, 9.4824, 9.6541, 4.6897
Si, 2.6945, 0.0351, 6.2297
Si, 8.147, -0.0148, 6.206
Si, 0.0686, 2.6995, 6.1332
Si, 5.4511, 2.8424, 6.1789
Si, 2.6637, 5.3365, 6.2222
Si, 8.2031, 5.5804, 6.2534
Si, -0.0884, 8.3142, 5.9964
Si, 5.4026, 8.1272, 6.1238
Si, 3.7656, 1.7803, 7.4319
Si, 10.0203, 0.9477, 7.3118
Si, 1.8517, 3.4373, 7.5424
Si, 6.2985, 4.7538, 7.4297
Si, 4.4316, 6.3365, 7.362
Si, 9.0583, 7.5632, 7.324
Si, 0.7435, 10.0985, 7.2922
Si, 7.1556, 9.0577, 7.3591
O, 0.7518, 9.5475, 8.8861
O, 1.2756, 3.6202, 9.0888
O, 9.7365, 1.4591, 8.8836
O, 6.6397, 9.2019, 8.9413
O, 4.5273, 1.174, 8.7953
O, 3.8336, 6.5902, 8.8988
O, 6.6915, 4.94, 9.0784
O, 9.6015, 7.7669, 8.9047
O, 2.2739, 3.233, 22.16
O, 6.0079, 11.0757, 21.9928
O, 8.4304, 2.7006, 22.3766
O, 0.0142, 4.6804, 22.344
O, 8.7096, 8.4792, 22.3028
O, 2.8698, 8.1984, 22.2096
O, 5.6396, 5.71, 22.0708
O, 10.5768, 10.4525, 22.3
Si, 1.3424, 4.3728, 21.4123
Si, 1.4885, 3.714, 15.6778
Si, 8.7714, 0.7523, 9.9953
Si, 6.1923, 0.842, 20.527
Si, 0.3243, 13.405, 19.3466
Si, 4.0678, 6.7492, 10.5067
Si, 10.074, 9.0576, 21.5796
Si, 3.6097, 7.5872, 18.9943
Si, 8.6059, 5.4793, 19.3822
Si, 5.0813, 14.0887, 19.064
Si, 0.1231, 10.5962, 14.5385
Si, 6.0959, 9.2215, 10.4779
Si, -2.5067, 1.9905, 12.9564
Si, 4.7998, 10.2771, 18.1198
Si, 8.2453, 0.156, 15.3254
Si, 6.0952, 3.6426, 14.0117
Si, 12.7447, 7.4031, 21.2536
Si, -3.7902, 8.7271, 16.6918
Si, 0.459, 2.354, 13.2071
Si, 5.8834, 6.636, 14.8584
Si, 3.1185, 6.3851, 16.2592
Si, 6.9909, 13.4035, 16.5586
Si, 1.379, 3.7989, 10.7073
Si, 7.8507, 5.0348, 10.2348
Si, 1.0994, 6.8516, 11.5547
Si, 7.4786, 7.4391, 12.3722
Si, 8.7847, 2.5319, 20.8094
Si, 2.7497, 12.7197, 17.7749
Si, 5.6787, 5.9088, 20.4499
Si, 5.6635, 1.1833, 9.9742
Si, 4.4743, 3.7759, 11.4882
Si, -0.6009, 7.867, 13.7057
Si, -0.5264, 8.9062, 9.706
Si, -1.2919, 3.839, 17.0627
Si, 0.5611, 8.3304, 16.2849
Si, -1.3694, 8.2524, 18.7797
O, 4.7419, 3.6381, 13.0991
O, 9.3653, -0.7998, 10.1085
O, 1.9053, 7.4448, 16.2314
O, 1.3726, 3.3941, 14.0797
O, 8.1649, 8.5201, 17.9615
O, 5.0677, 4.6212, 19.6986
O, 0.8512, 5.3069, 11.0609
O, 2.1235, 5.8036, 21.4524
O, 0.0022, 4.2472, 16.1578
O, 4.7389, 5.3553, 11.0851
O, -1.334, 6.7801, 19.5383
O, 6.2546, 7.3872, 13.4533
O, 3.6486, 3.0201, 18.3237
O, 5.8037, 9.5933, 17.0341
O, 8.9226, 7.3586, 13.0902
O, 5.4286, 2.6119, 10.7815
O, 11.2537, 7.9113, 21.6724
O, 6.3039, 13.8453, 17.9745
O, -3.6251, 8.8207, 11.5137
O, 0.6341, 2.6509, 11.6091
O, 7.4525, 11.8347, 16.5586
O, -0.7001, 2.7285, 18.1044
O, 5.9399, 2.6678, 15.3158
O, 10.2926, 1.9108, 20.5471
O, 4.7838, 7.2149, 20.0662
O, 5.4797, -0.2242, 10.8323
O, 5.1929, 2.1229, 20.3337
O, 9.8624, 11.2653, 15.4413
O, -3.1118, 11.6994, 13.8653
O, 3.7335, 6.5099, 17.7704
O, 9.1663, 4.2916, 10.1186
O, 7.4147, 6.1383, 11.316
O, 0.9782, 14.8225, 19.8987
O, 3.8119, 11.4792, 17.5501
O, -3.0608, 9.5142, 15.4524
O, 2.1232, 7.6202, 19.6775
O, 7.3289, 3.1979, 13.0199
O, 8.3912, 3.2435, 16.2053
O, -2.0093, 16.0285, 17.8257
O, 0.6685, 6.9896, 13.135
O, 8.7353, 4.0638, 20.2062
O, 7.1703, 6.107, 19.8267
O, -4.234, 7.2653, 16.1202
O, 2.9415, 3.5048, 11.0946
O, 2.5833, 4.883, 15.9425
O, 4.2784, 6.7347, 15.1551
O, 11.1056, 8.0535, 10.9143
O, 11.8113, 11.7569, 13.6645
O, 5.7562, 10.7223, 19.3657
O, -0.0969, 8.4386, 17.7675
O, 2.688, 7.1268, 11.2928
O, -0.4381, -1.4496, 13.4553
O, 1.9994, 24.2087, 16.4218
O, 7.7101, 1.4215, 20.2459
O, 1.5419, 12.4083, 18.8697
O, -4.5609, 5.1065, 14.6518
O, -3.7142, 1.0471, 9.4333
O, 9.7372, 9.3389, 19.9998
O, -5.9435, 8.0603, 10.7248
O, 1.0235, 9.7879, 15.6487
O, -1.1183, 2.5794, 13.5646
O, 3.7549, 9.1268, 18.54
O, -0.5797, 7.6401, 15.3268
O, 8.7512, 1.4162, 11.4747

Results
free energy: -129406.995 eV
free energy less fixed offsets of O -568.88, Si -635.61 eV per atom: 3.925 eV

Forces (eV/angstrom), in the order of the atoms: element, x, y, z
Si, -0.0119, -0.0095, -0.0025
Si, -0.0072, -0.0022, 0.0039
Si, 0.0064, -0.0181, -0.0013
Si, -0.008, 0.0067, 0.0056
Si, -0.021, 0.0299, 0.0155
Si, -0.0036, -0.012, -0.0019
Si, 0.0092, 0.03, 0.0084
Si, 0.0077, 0.0077, 0.0001
Si, 0.0077, 0.0083, -0.0062
Si, 0.0083, -0.0054, -0.0139
Si, 0.0076, 0.0011, -0.0078
Si, 0.0105, -0.004, -0.0182
Si, -0.0052, -0.0225, -0.0251
Si, -0.0021, 0.0029, -0.0042
Si, -0.0034, -0.0195, -0.0168
Si, -0.0033, -0.0022, -0.0064
Si, 0.001, -0.0006, 0.0058
Si, -0.001, 0.0011, 0.0163
Si, -0.0162, -0.0128, 0.0259
Si, -0.0028, 0.0023, 0.0053
Si, -0.0094, -0.007, 0.0333
Si, -0.0009, 0.0012, 0.0045
Si, -0.0033, 0.0069, 0.0117
Si, -0.0016, 0.0081, 0.014
Si, 0.029, 0.0175, -0.6607
Si, 0.1126, -0.0121, 0.8404
Si, 0.325, -0.168, 0.2325
Si, -0.1245, 0.0031, -0.3973
Si, 0.1505, 0.1512, 0.0449
Si, 0.0706, -0.0833, -0.304
Si, 0.3363, -0.0343, -0.4766
Si, -0.2051, -0.1797, 0.6662
Si, -0.1227, 0.058, 0.0268
Si, 0.0048, -0.0988, 0.0253
Si, -0.026, 0.1038, 0.0256
Si, 0.1511, 0.0414, 0.0181
Si, -0.0695, -0.0557, -0.0178
Si, -0.0411, 0.0318, 0.0028
Si, 0.0628, 0.061, 0.0057
Si, -0.041, 0.0944, 0.0158
Si, 0.0245, -0.0488, -0.0006
Si, -0.0296, 0.038, -0.0473
Si, 0.0344, -0.0424, 0.0127
Si, -0.0155, 0.0108, -0.0117
Si, 0.0116, 0.0068, -0.0404
Si, 0.0612, -0.0581, -0.0051
Si, -0.0615, 0.021, -0.0152
Si, 0.0987, -0.0889, 0.0021
Si, 0.0378, -0.0277, 0.0344
Si, -0.0444, 0.0524, 0.0094
Si, -0.076, 0.0428, -0.018
Si, 0.057, -0.0375, 0.0186
Si, -0.0391, 0.005, 0.0191
Si, 0.0319, 0.015, 0.0388
Si, -0.0134, -0.0132, 0.0247
Si, -0.0587, 0.0959, -0.0258
Si, -0.0335, 0.0476, -0.0319
Si, 0.186, 0.0413, -0.028
Si, 0.0033, -0.0654, 0.0149
Si, -0.0598, -0.0204, -0.0024
Si, 0.103, 0.0279, -0.0081
Si, -0.0106, 0.0253, -0.0006
Si, -0.1233, -0.0635, -0.0046
Si, 0.0262, -0.1486, -0.0282
Si, -0.0096, 0.2235, -0.5209
Si, -0.1217, 0.125, 0.4974
Si, 0.1565, -0.0961, -0.4103
Si, 0.0502, 0.1237, 0.5673
Si, -0.1359, -0.0124, 0.3475
Si, -0.0144, -0.0207, -0.2749
Si, -0.0727, -0.0833, 0.4081
Si, -0.2687, 0.034, -0.5514
Si, -0.0274, -0.0263, -0.0227
Si, -0.0007, 0.0039, -0.0104
Si, 0.015, 0.0004, -0.0166
Si, 0.0466, 0.0375, -0.0107
Si, -0.0071, -0.0412, 0.0201
Si, 0.0183, 0.0735, -0.0125
Si, 0.0104, 0.0061, -0.0086
Si, -0.0638, -0.0089, 0.006
Si, 0.0169, 0.0237, 0.0151
Si, 0.0352, -0.0523, 0.0301
Si, 0.0035, -0.0103, 0.0333
Si, -0.0129, 0.1036, 0.152
Si, -0.0521, -0.0008, -0.0188
Si, -0.1275, -0.1051, 0.0551
Si, 0.0695, -0.022, 0.0112
Si, 0.048, -0.048, -0.0212
Si, -0.0104, -0.0204, -0.0362
Si, -0.0384, 0.0305, 0.0768
Si, 0.019, 0.0193, 0.0345
Si, 0.2908, 0.3113, 0.1011
Si, 0.0339, -0.0859, 0.0154
Si, 0.0336, 0.0169, -0.0967
Si, -0.0145, -0.0469, 0.1682
Si, -0.0514, 0.0989, 0.1192
O, -0.0526, 0.0677, -0.1727
O, 0.0118, -0.0067, 0.0251
O, -0.0038, -0.1102, -0.0634
O, 0.0189, 0.0237, -0.0469
O, 0.0325, 0.0154, -0.0033
O, -0.0049, 0.0236, 0.0364
O, 0.1529, -0.2605, 0.1871
O, -0.669, -0.8312, -0.5723
O, -0.0024, 0.0039, 0.0063
O, 0.0007, 0.0022, 0.0007
O, 0.0019, -0.0032, 0.006
O, 0.0066, -0.0049, 0.0038
O, -0.0011, -0.0016, 0.0036
O, -0.0023, -0.0044, 0.0031
O, 0.0001, 0.0029, 0.0004
O, 0.0018, 0.0039, 0.0052
Si, -0.0003, 0.0015, -0.0169
Si, -0.0013, -0.0049, -0.0291
Si, -0.0187, 0.1275, 0.0123
Si, -0.0012, -0.0012, -0.0128
Si, -0.0009, 0.0012, -0.019
Si, 0.0318, 0.0251, 0.0001
Si, -0.0034, -0.0044, -0.0095
Si, -0.0028, -0.0052, -0.0203
Si, -0.0015, 0.001, -0.0183
Si, -0.0025, 0.0014, -0.0179
Si, -0.011, -0.0013, -0.0293
Si, 0.0547, -0.0565, 0.135
Si, 0.0344, -0.0582, -0.0279
Si, 0.0026, -0.0036, -0.0215
Si, -0.0032, -0.0047, -0.0317
Si, -0.0279, 0.0209, 0.0028
Si, -0.0014, -0.0017, -0.009
Si, 0.0036, -0.0075, -0.0411
Si, 0.0067, -0.0113, -0.0169
Si, -0.0002, 0.0462, -0.0617
Si, 0.0205, -0.0028, -0.0371
Si, 0.0022, -0.0036, -0.0155
Si, -0.0244, 0.0622, -0.0376
Si, -0.7502, 0.5503, -0.6921
Si, -0.0398, -0.1091, -0.0839
Si, -0.1099, -0.2892, -0.386
Si, -0.0037, 0.0021, -0.0121
Si, -0.0027, 0.0058, -0.0243
Si, -0.0002, -0.0023, -0.0149
Si, -0.0104, -0.0488, 0.0142
Si, -0.0806, 0.0374, -0.0059
Si, -0.1197, 0.0187, -0.0121
Si, 0.5135, 0.7449, 0.5832
Si, -0.0042, 0.0014, -0.0219
Si, 0.0019, 0.0133, -0.0197
Si, -0.005, -0.0005, -0.0183
O, 0.0105, -0.009, 0.0088
O, 0.0447, -0.1394, -0.0322
O, -0.0153, 0.0098, 0.014
O, -0.0283, -0.0301, -0.0075
O, -0.0011, -0.0035, 0.013
O, -0.0015, -0.0006, 0.01
O, 0.0794, 0.2193, 0.1008
O, -0.0034, -0.0017, 0.0025
O, -0.0028, 0.0014, 0.0147
O, -0.0646, -0.0294, 0.0124
O, -0.0013, -0.0007, 0.0052
O, 0.0735, 0.0408, -0.0609
O, -0.0018, -0.0038, 0.0114
O, -0.0118, 0.0085, 0.0191
O, 0.1798, 0.0197, 0.1037
O, 0.036, -0.0268, -0.0338
O, -0.0008, 0.0002, 0.0056
O, -0.0019, -0.0021, 0.0072
O, -0.0913, -0.0623, 0.0025
O, 0.0101, -0.0032, 0.0425
O, -0.002, 0.0031, 0.0071
O, -0.0032, 0.0001, 0.011
O, 0.004, 0.0031, -0.0064
O, -0.0005, -0.0014, 0.0047
O, -0.0008, -0.0018, 0.0081
O, -0.0016, 0.052, -0.0454
O, -0.0015, -0.0015, 0.0063
O, 0.0028, -0.0027, 0.0068
O, 0.005, 0.0166, 0.0114
O, -0.0037, 0.0026, 0.0143
O, 0.5545, -0.4213, 0.1522
O, 0.0055, 0.5014, 0.4706
O, -0.0009, -0.0015, 0.0074
O, -0.0009, -0.0014, 0.0114
O, -0.0087, 0.0009, 0.0294
O, 0.0003, 0.001, 0.0078
O, -0.0205, 0.0172, -0.0187
O, -0.0049, -0.0021, 0.0129
O, -0.0014, -0.0028, 0.0089
O, 0.0024, 0.0194, -0.2066
O, -0.0012, -0.001, 0.0093
O, -0.0044, -0.0001, 0.0099
O, 0.002, 0.0065, 0.0359
O, 0.0358, 0.0241, 0.0052
O, -0.0061, 0.0043, 0.0119
O, -0.0203, -0.0048, 0.0301
O, 0.0574, -0.2062, -0.0167
O, -0.0227, 0.0532, -0.0043
O, -0.0038, 0.0007, 0.006
O, 0.0059, -0.0008, -0.0054
O, -0.1519, -0.0647, -0.0087
O, 0.0118, -0.015, 0.0354
O, -0.0007, 0.0008, 0.0183
O, -0.0026, 0.0009, 0.0075
O, -0.0035, -0.0011, 0.0101
O, 0.0045, -0.0554, 0.0162
O, -0.0225, -0.0054, 0.0173
O, 0.0008, 0.0003, 0.0058
O, -0.0503, -0.0651, -0.0202
O, -0.0084, -0.0169, 0.0196
O, 0.0227, -0.0116, -0.002
O, -0.0008, 0.0007, 0.009
O, 0.0123, 0.0028, -0.0063
O, -0.0136, -0.0708, 0.023

The program warned: the cutoff lies below the one the program advises for these potential files; the forces do not sum to zero within the program's tolerance; the exchange-correlation potential is rough where the density is thin.
